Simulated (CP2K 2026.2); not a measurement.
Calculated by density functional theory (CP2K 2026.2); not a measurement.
Periodic cell of 513 atoms, Si351O162, from a study of silicon, its oxide and their interface. The atomic structure is a simulated model.
Doubt: the forces sum to 0.88 eV/angstrom along one axis rather than to zero, so they err by at least 0.0017 eV/angstrom per atom on average; the grid cutoff is modest.

Settings
functional: PBE
method: Gaussian and plane waves
basis set: DZVP-MOLOPT-SR-GTH
pseudopotentials: GTH-PBE
grid cutoff: 300 Ry, relative cutoff 40 Ry
k points: Gamma only
occupations: fixed
spin: none
net charge: 0

Cell vectors (angstrom)
a	16.407	0	0
b	0	16.407	0
c	0.8534	0.216	34.2712

Atoms and the computed forces on them: element, x, y, z (angstrom), force x, y, z (eV/angstrom)
Si	0.634	16.335	0.041	-0.098	0.017	0.164
Si	3.666	3.463	34.249	0.047	-0.096	0.199
Si	0.476	5.384	0.128	-0.065	0.023	0.221
Si	3.201	7.991	0.186	-0.08	0.108	0.154
Si	16.383	11.371	0.066	0.041	-0.104	0.201
Si	3.467	14.057	34.269	0.123	-0.052	0.185
Si	5.951	16.09	0.058	-0.008	0.05	0.19
Si	8.829	2.636	0.109	-0.11	0.033	0.189
Si	5.549	5.775	0.351	0.065	-0.085	0.168
Si	9.062	8.541	34.061	0.125	-0.127	0.206
Si	6.799	10.882	34.022	-0.086	0.127	0.167
Si	8.323	14.036	0.156	-0.022	-0.09	0.198
Si	10.911	0.285	0.247	0.07	-0.01	0.213
Si	13.685	3.063	0.173	0.05	-0.084	0.196
Si	11.369	5.217	0.245	-0.05	0.121	0.182
Si	13.641	8.575	0.077	0.032	-0.046	0.255
Si	11.335	10.663	0.194	0.02	0.071	0.203
Si	14.96	13.815	34.249	-0.067	0.063	0.213
Si	1.773	1.513	1.319	-0.006	0.006	-0.042
Si	4.308	4.203	1.513	-0.005	0.02	-0.059
Si	1.602	6.906	1.502	0.008	-0.012	-0.057
Si	4.354	9.715	1.284	0.006	-0.026	-0.047
Si	1.5	12.441	1.503	-0.006	0.006	-0.063
Si	4.343	14.934	1.312	-0.01	0.013	-0.031
Si	7.062	1.459	1.244	0.013	-0.017	-0.031
Si	9.872	4.09	1.632	0.01	0.003	-0.057
Si	7.198	6.933	1.45	-0.033	0.008	-0.068
Si	9.775	9.41	1.355	0.002	0.021	-0.035
Si	7.079	12.296	1.178	0.018	0	-0.033
Si	9.751	15.185	1.593	0	0.009	-0.062
Si	12.547	1.457	1.472	-0.011	0	-0.065
Si	15.327	4.176	1.421	0.001	0.004	-0.049
Si	12.529	6.928	1.38	0	-0.015	-0.036
Si	15.266	9.707	1.344	-0.021	0.007	-0.057
Si	12.509	12.416	1.313	-0.005	-0.018	-0.049
Si	15.325	15.178	1.286	0.004	-0.003	-0.039
Si	0.309	2.78	2.739	-0.007	-0.004	0.009
Si	3.073	0.057	2.683	-0.001	0.003	0.01
Si	0.211	8.331	2.747	-0.002	-0.001	0.008
Si	2.971	5.57	2.886	-0.001	-0.005	0.038
Si	0.186	13.847	2.814	-0.001	0.006	0.029
Si	2.977	11.038	2.707	0.006	-0.003	0.012
Si	5.726	2.773	2.723	0	-0.002	0.006
Si	8.361	0.173	2.83	0.002	-0.004	0.015
Si	5.737	8.341	2.727	0.01	0.006	0.023
Si	8.485	5.536	2.842	0	0.003	0.012
Si	5.719	13.607	2.684	-0.011	0.001	0.008
Si	8.446	10.949	2.627	0.001	0.003	0.004
Si	11.239	2.758	2.951	0.001	-0.006	0.027
Si	13.959	0.069	2.729	-0.002	0.001	0.011
Si	11.143	8.181	2.814	0.002	-0.011	0.006
Si	13.947	5.578	2.756	0.007	0.005	0.012
Si	11.186	13.744	2.764	0.008	-0.005	0.013
Si	13.895	11.074	2.738	0.005	0.008	0.016
Si	1.605	4.158	4.171	0.006	0.01	-0.001
Si	4.392	1.401	4.116	-0.003	-0.004	-0.003
Si	1.623	9.668	4.096	0	-0.002	0.005
Si	4.386	6.964	4.144	-0.008	-0.002	-0.01
Si	1.641	15.177	4.106	-0.011	-0.006	-0.004
Si	4.346	12.348	4.124	0.012	0.008	-0.005
Si	7.064	4.162	4.129	0.001	0.001	0.002
Si	9.79	1.433	4.236	0.005	0.001	0
Si	7.093	9.674	4.108	-0.008	-0.003	-0.007
Si	9.831	6.863	4.233	0.011	0.005	-0.003
Si	7.03	15.075	4.083	0.006	0.013	-0.002
Si	9.797	12.333	4.057	-0.001	-0.001	0.005
Si	12.612	4.207	4.186	-0.009	-0.011	0.004
Si	15.326	1.433	4.113	0.006	0.005	-0.003
Si	12.529	9.651	4.09	0.004	0.008	-0.006
Si	15.285	6.945	4.138	-0.008	-0.008	-0.002
Si	12.576	15.112	4.111	-0.004	0.002	0.006
Si	15.254	12.42	4.145	-0.003	-0.002	-0.007
Si	0.273	0.091	5.507	-0.002	0.001	-0.003
Si	3.003	2.784	5.49	-0.001	-0.002	-0.001
Si	0.241	5.552	5.508	-0.002	0	-0.001
Si	2.986	8.307	5.493	0.001	-0.001	0
Si	0.251	11.039	5.471	0.002	0.005	-0.002
Si	2.986	13.765	5.464	0.002	-0.001	-0.004
Si	5.714	16.441	5.505	-0.005	0	-0.002
Si	8.435	2.833	5.547	0.001	0.005	-0.001
Si	5.719	5.554	5.5	0.001	0	0.001
Si	8.442	8.291	5.503	-0.002	-0.001	-0.002
Si	5.721	11.006	5.502	0	-0.002	-0.003
Si	8.446	13.726	5.44	-0.003	0	-0.005
Si	11.196	0.041	5.516	-0.003	-0.002	0.002
Si	13.97	2.806	5.507	0.003	0	-0.002
Si	11.216	5.524	5.571	-0.002	0.001	-0.001
Si	13.903	8.303	5.49	0.001	-0.002	-0.003
Si	11.165	11.007	5.473	0.003	-0.003	-0.004
Si	13.904	13.763	5.525	0.001	-0.002	0.002
Si	1.627	1.45	6.882	-0.002	0	0.001
Si	4.351	4.177	6.859	-0.002	-0.001	-0.003
Si	1.626	6.921	6.858	0.001	-0.003	-0.003
Si	4.353	9.654	6.877	0	-0.001	0.001
Si	1.619	12.401	6.846	-0.003	0.002	-0.004
Si	4.335	15.108	6.875	0.001	0.001	0
Si	7.077	1.424	6.872	0.003	0	-0.003
Si	9.821	4.175	6.915	0	-0.001	0.002
Si	7.087	6.917	6.875	-0.001	0.001	-0.001
Si	9.814	9.649	6.868	0.002	0.001	-0.001
Si	7.087	12.386	6.853	-0.002	0.001	-0.001
Si	9.818	15.073	6.854	0.002	-0.001	-0.002
Si	12.569	1.438	6.861	-0.001	0.002	-0.001
Si	15.302	4.181	6.892	0	0.002	0.001
Si	12.564	6.933	6.894	-0.002	-0.003	0
Si	15.29	9.665	6.847	-0.002	0	-0.004
Si	12.529	12.38	6.86	-0.002	0	0.002
Si	15.299	15.125	6.869	0.002	-0.001	0.002
Si	0.261	2.814	8.256	-0.001	0.001	0.001
Si	2.977	0.073	8.247	0	0.001	0
Si	0.251	8.29	8.217	0.002	-0.001	-0.003
Si	2.987	5.548	8.236	-0.001	-0.001	0.001
Si	0.252	13.755	8.235	0.002	0	0
Si	2.987	11.037	8.225	0	0	-0.001
Si	5.712	2.807	8.233	0.001	-0.001	-0.003
Si	8.463	0.059	8.221	0.001	-0.001	-0.002
Si	5.716	8.281	8.247	0	-0.003	0.002
Si	8.455	5.563	8.256	0.001	-0.001	0.002
Si	5.721	13.748	8.226	-0.002	-0.001	-0.001
Si	8.45	11.017	8.237	0.001	0.001	-0.001
Si	11.198	2.794	8.245	0.001	0	0
Si	13.929	0.076	8.244	-0.002	0.001	-0.002
Si	11.183	8.294	8.247	-0.002	-0.002	0
Si	13.926	5.549	8.247	0.001	0.002	0
Si	11.175	13.73	8.25	-0.001	-0.001	0.003
Si	13.917	11.025	8.223	0.002	-0.001	-0.001
Si	1.621	4.185	9.614	0.001	-0.002	0
Si	4.346	1.446	9.605	-0.002	0.002	-0.003
Si	1.616	9.663	9.584	-0.001	-0.001	-0.001
Si	4.355	6.915	9.616	0.001	-0.001	-0.001
Si	1.611	15.118	9.615	-0.002	0	0.001
Si	4.358	12.392	9.603	0.001	0	0
Si	7.083	4.178	9.602	-0.002	-0.001	-0.001
Si	9.829	1.424	9.6	0.001	0	-0.001
Si	7.084	9.654	9.618	0	0	-0.001
Si	9.82	6.93	9.621	-0.001	0.001	0.002
Si	7.092	15.111	9.591	0.001	0.002	-0.002
Si	9.818	12.365	9.623	0	-0.002	0.001
Si	12.554	4.179	9.61	0	-0.001	0.001
Si	15.29	1.441	9.622	-0.001	-0.001	-0.001
Si	12.554	9.663	9.603	-0.001	-0.002	-0.001
Si	15.296	6.923	9.596	0.001	-0.002	-0.002
Si	12.553	15.11	9.608	0.001	0	0.002
Si	15.284	12.389	9.599	-0.002	0	0.001
Si	16.649	16.471	10.998	0.001	0.001	0
Si	2.981	2.81	10.98	0.001	-0.002	0.001
Si	16.651	5.553	10.968	-0.001	0.001	-0.001
Si	2.983	8.306	10.962	-0.002	-0.001	-0.001
Si	16.657	11.021	10.962	0.002	-0.001	0
Si	2.993	13.759	10.971	0.001	0	0.001
Si	5.726	0.075	10.952	0.001	0	-0.001
Si	8.459	2.805	10.956	0.002	0	-0.001
Si	5.729	5.547	10.985	0.001	-0.003	0.001
Si	8.46	8.296	10.997	-0.002	-0.002	0.001
Si	5.72	11.034	10.986	-0.003	-0.001	0.002
Si	8.449	13.742	10.97	-0.002	-0.002	-0.001
Si	11.183	16.471	10.984	-0.001	0.003	0.001
Si	13.91	2.806	10.985	0	0.001	0.001
Si	11.189	5.554	10.973	0	-0.001	0.002
Si	13.927	8.293	10.955	0.002	-0.001	-0.001
Si	11.195	11.012	11.001	0.002	-0.003	0.004
Si	13.916	13.742	10.988	0	0	0.003
Si	1.617	1.437	12.354	-0.004	-0.003	0.001
Si	4.353	4.176	12.34	-0.003	-0.002	0.001
Si	1.605	6.94	12.312	0.003	-0.001	-0.001
Si	4.341	9.678	12.349	0.002	-0.002	0.001
Si	1.623	12.388	12.327	0	0.001	-0.001
Si	4.37	15.124	12.333	0.001	0.005	0
Si	7.1	1.427	12.317	-0.002	0.004	-0.001
Si	9.818	4.179	12.327	-0.003	0.001	-0.001
Si	7.1	6.919	12.363	0	0	0
Si	9.829	9.654	12.382	-0.003	-0.003	0.003
Si	7.091	12.401	12.364	0.004	0.001	0.003
Si	9.818	15.091	12.342	0.001	-0.003	-0.002
Si	12.537	1.437	12.363	0.001	-0.001	0.003
Si	15.277	4.184	12.337	0.002	-0.004	0.001
Si	12.561	6.935	12.324	0.004	0.003	0
Si	15.281	9.662	12.329	-0.001	-0.001	0.003
Si	12.558	12.378	12.38	-0.001	-0.003	0.004
Si	15.28	15.096	12.373	-0.004	-0.001	0
Si	16.636	2.807	13.701	0.003	0.001	0.001
Si	3.005	16.472	13.709	0.002	0.001	0.001
Si	16.644	8.298	13.686	0	-0.005	-0.001
Si	2.974	5.581	13.664	-0.004	-0.001	-0.003
Si	16.664	13.71	13.726	0.003	-0.001	0.001
Si	2.978	11.057	13.732	-0.004	0.002	0.005
Si	5.735	2.788	13.677	0.003	-0.002	0.002
Si	8.441	16.447	13.694	0.005	-0.001	-0.004
Si	5.728	8.319	13.699	-0.004	-0.002	0.001
Si	8.488	5.546	13.726	0	0	0.004
Si	5.725	13.777	13.732	-0.002	0.001	0.001
Si	8.47	11.049	13.742	-0.005	-0.003	0.004
Si	11.15	2.812	13.718	-0.005	0.006	0.002
Si	13.893	16.459	13.733	0.001	0	0.005
Si	11.222	8.286	13.734	0.004	-0.002	0.002
Si	13.905	5.564	13.691	0.001	-0.001	0.001
Si	11.171	13.741	13.741	-0.002	-0.002	0.003
Si	13.94	11.007	13.745	0.002	-0.001	0.005
Si	1.602	4.215	15.014	0.001	-0.003	0.005
Si	4.388	1.428	15.07	0.001	0.003	0.003
Si	1.573	9.683	15.059	0.005	-0.004	0.002
Si	4.333	6.959	15.026	-0.004	0	-0.002
Si	1.646	15.078	15.059	0.003	-0.001	-0.006
Si	4.361	12.431	15.11	0.006	0.009	0
Si	7.097	4.149	15.039	0.003	-0.002	0.001
Si	9.785	1.394	15.06	-0.005	-0.006	-0.008
Si	7.089	9.691	15.086	-0.001	-0.003	0.002
Si	9.884	6.905	15.109	0.001	0.005	0
Si	7.091	15.126	15.13	0.006	-0.002	0.006
Si	9.824	12.399	15.161	0.002	-0.003	0.008
Si	12.513	4.217	15.054	0.005	-0.003	0.002
Si	15.265	1.429	15.075	-0.007	-0.002	-0.002
Si	12.564	9.664	15.134	0.001	-0.002	0.008
Si	15.268	6.94	15.049	-0.001	0.006	0.009
Si	12.535	15.081	15.126	-0.004	-0.005	-0.001
Si	15.33	12.333	15.139	-0.001	0.003	0.004
Si	16.677	16.44	16.376	0.013	0.003	-0.004
Si	3.022	2.875	16.327	0.002	0.002	0.002
Si	16.633	5.572	16.385	0.002	-0.007	0.001
Si	2.971	8.358	16.381	-0.009	-0.003	0.001
Si	16.65	10.938	16.576	0.004	-0.002	-0.001
Si	2.978	13.754	16.519	-0.005	-0.001	0.005
Si	5.709	16.466	16.522	-0.002	0	0.002
Si	8.375	2.7	16.426	0.014	0.002	-0.003
Si	5.733	5.581	16.318	-0.01	-0.001	-0.001
Si	8.533	8.349	16.393	0.002	-0.007	0
Si	5.737	11.075	16.474	-0.005	0	0.002
Si	8.433	13.762	16.542	-0.008	-0.004	0.005
Si	11.143	16.466	16.467	0	0.001	0
Si	13.854	2.831	16.38	0	0.006	-0.001
Si	11.208	5.526	16.553	0.001	-0.001	-0.003
Si	13.925	8.269	16.483	-0.001	-0.007	0.011
Si	11.233	11.058	16.536	-0.002	0.001	0.006
Si	13.942	13.7	16.466	0.003	0.006	0.001
Si	1.659	1.474	17.612	0.018	-0.006	-0.029
Si	4.362	4.272	17.697	0.002	0	-0.018
Si	1.579	7.003	17.695	0.02	-0.005	-0.008
Si	4.327	9.719	17.779	-0.003	-0.012	-0.006
Si	1.689	12.296	17.894	-0.011	0.012	-0.007
Si	4.329	15.131	17.926	-0.004	0	-0.012
Si	6.999	1.448	17.951	-0.002	0.008	-0.003
Si	9.786	3.991	17.745	-0.013	-0.014	-0.013
Si	7.157	6.924	17.617	0.01	0.003	-0.021
Si	9.833	9.703	17.868	-0.006	-0.007	-0.007
Si	7.064	12.403	17.948	0.007	-0.002	-0.004
Si	9.791	15.147	17.911	0.002	-0.004	-0.014
Si	12.506	1.474	17.772	0.002	-0.005	0.001
Si	15.218	4.205	17.708	-0.011	-0.012	-0.01
Si	12.623	6.94	17.937	0.008	0.015	-0.011
Si	15.235	9.549	17.985	-0.008	-0.005	-0.009
Si	12.652	12.364	17.957	-0.001	0.012	-0.013
Si	15.346	15.058	17.77	0.005	-0.002	-0.025
Si	16.691	2.859	18.895	-0.004	-0.004	0.054
Si	2.974	0.265	19.138	-0.034	0.01	0.063
Si	16.673	8.143	19.285	0.004	0.015	0.048
Si	3.019	5.734	18.98	0.009	0.001	0.051
Si	16.624	13.585	19.178	0.015	0.015	0.051
Si	3.043	10.961	19.382	-0.002	-0.021	0.05
Si	5.582	2.944	19.224	-0.017	0.031	0.072
Si	8.341	16.421	19.339	-0.004	-0.002	0.053
Si	5.839	8.358	18.908	-0.005	0.002	0.064
Si	8.369	5.401	18.932	0.011	0.003	0.057
Si	5.578	13.664	19.362	0.014	0.002	0.055
Si	8.543	11.101	19.317	-0.005	-0.004	0.046
Si	11.095	2.671	19.255	-0.017	0.015	0.046
Si	14.045	0.212	18.991	0.006	-0.014	0.042
Si	11.166	8.326	19.257	-0.021	-0.019	0.066
Si	14.017	5.501	19.281	-0.004	-0.003	0.042
Si	11.321	13.889	19.22	0.019	-0.022	0.045
Si	13.875	10.868	19.471	0.001	0.018	0.05
Si	1.594	4.317	20.125	0.007	0.016	-0.093
Si	3.781	2.11	20.527	0.063	-0.111	-0.238
Si	1.457	9.702	20.592	0.102	-0.086	-0.241
Si	4.587	6.967	20.248	-0.077	0.014	-0.192
Si	1.409	15.303	20.19	0.075	-0.074	-0.156
Si	4.626	12.009	20.911	-0.165	0.136	-0.155
Si	6.698	4.627	20.453	0.119	-0.139	-0.214
Si	9.644	1.379	20.741	0.098	-0.026	-0.216
Si	6.917	9.787	20.429	0.164	-0.039	-0.215
Si	9.951	6.542	20.148	-0.017	0.111	-0.171
Si	6.839	15.099	20.667	0.111	-0.042	-0.206
Si	10.206	12.343	20.566	-0.1	0.042	-0.176
Si	12.286	4.352	20.392	0.025	-0.062	-0.18
Si	15.699	1.279	20.305	-0.12	0.119	-0.154
Si	12.133	9.803	20.894	0.134	-0.126	-0.207
Si	15.754	6.435	20.695	-0.037	0.011	-0.19
Si	12.904	15.247	20.423	-0.137	0.025	-0.208
Si	15.596	11.961	20.669	-0.081	0.106	-0.211
Si	14.397	13.722	22.594	0.012	0.032	0.054
Si	3.34	8.563	22.752	-0.083	0.018	-0.038
Si	3.986	0.484	27.42	-0.014	0.04	0.013
Si	2.257	15.685	22.979	-0.035	-0.008	0.025
Si	14.907	13.717	28.579	0.014	0.057	0.009
Si	8.519	13.454	22.828	0.004	0.046	0.036
Si	10.657	5.372	23.763	-0.01	0.023	0.068
Si	4.539	11.278	23.936	0.006	0.074	-0.071
Si	9.454	8.962	25.947	0.035	0.03	0.028
Si	16.422	14.587	24.519	-0.039	0.028	-0.007
Si	12.098	14.228	24.637	0.01	0.034	-0.008
Si	16.657	1.736	23.104	-0.041	-0.03	-0.015
Si	1.494	1.879	27.109	-0.044	0.006	0.02
Si	13.275	15.785	27.059	-0.048	0.075	-0.047
Si	15.389	7.119	23.783	0.02	-0.054	0
Si	11.065	8.443	23.394	0.055	0.079	0.054
Si	15.534	0.642	25.879	0.016	-0.01	0.013
Si	8.367	7.983	22.424	-0.019	-0.007	-0.05
Si	9.371	13.531	25.525	-0.008	-0.007	0.061
Si	1.573	8.567	26.993	0.049	0.019	0.049
Si	8.472	3.644	22.619	-0.041	-0.024	0.058
Si	11.614	0.329	22.836	0.009	-0.005	-0.009
Si	8.266	6.45	25.135	-0.005	-0.002	0.026
Si	13.42	8.093	28.068	-0.001	-0.021	0.008
Si	7.661	11.307	24.698	-0.024	-0.003	0.008
Si	9.492	13.777	28.561	0.03	-0.084	-0.026
Si	12.713	3.256	23.371	-0.02	-0.013	-0.021
Si	1.247	3.837	24.851	-0.031	0.025	0.014
Si	15.133	9.22	25.882	0.041	-0.052	0.053
Si	16.183	12.118	26.207	0.073	0.003	0.092
Si	3.033	2.365	29.458	-0.072	0.088	-0.024
Si	2.006	6.676	24.815	-0.056	-0.011	0.054
Si	14.668	4.475	25.16	0.049	0.042	-0.013
Si	4.308	7.908	31.535	-0.069	0.089	-0.004
Si	2.765	11.304	26.52	0.04	0.018	-0.035
Si	5.015	0.403	22.614	-0.008	0.013	0.006
Si	8.42	16.398	29.615	0.004	0.036	-0.041
Si	9.045	11.262	30.118	-0.034	-0.009	-0.04
Si	6.445	5.779	31.642	0.072	0.046	-0.024
Si	4.128	11.864	29.426	-0.119	0.014	-0.036
Si	2.443	12.348	32.001	0.1	-0.029	-0.02
Si	1.051	0.946	31.309	0.096	0.037	-0.046
Si	10.527	9.009	28.946	-0.001	-0.085	-0.083
Si	16.225	7.326	32.127	0.025	-0.007	0.026
Si	12.326	13.744	30.131	-0.073	0.016	-0.049
Si	13.6	5.172	27.87	0.012	-0.043	-0.011
Si	4.984	3.27	31.284	-0.024	0.082	0.048
Si	8.356	1.603	27.139	0.033	0.02	0.021
Si	7.361	3.725	25.498	-0.032	0.136	-0.019
Si	6.112	1.262	25.289	-0.035	0.031	0.076
Si	4.144	14.855	29.55	-0.054	0.057	0.035
Si	6.248	10.344	31.023	-0.021	0.104	0.077
Si	10.946	0.954	28.478	-0.029	0.042	0.007
Si	12.431	3.333	29.988	-0.017	0.024	0.029
Si	10.555	4.678	32.133	0.001	0.042	0.033
Si	9.09	7.12	31.099	0.01	0.121	0.104
Si	5.972	0.334	31.372	0.009	-0.034	-0.042
Si	10.635	12.515	32.325	-0.007	0.026	0.006
Si	14.866	2.081	31.542	-0.115	0.032	-0.037
Si	1.065	14.46	30.351	0.056	0.023	-0.041
Si	15.589	6.531	29.499	-0.018	-0.046	-0.068
Si	1.652	7.917	29.892	-0.05	-0.049	0.043
Si	13.47	15.672	32.159	0.007	-0.048	0.041
O	1.286	13.408	31.564	-0.196	0.035	0.276
O	2.521	15.346	33.842	-0.125	-0.006	-0.11
O	4.478	3.208	32.839	-0.214	0.086	0.062
O	5.554	1.812	30.894	0.032	-0.045	-0.099
O	2.44	4.502	33.847	-0.012	-0.017	0.033
O	17.133	6.388	33.09	0.076	0.185	0.08
O	4.461	6.954	0.009	0.078	-0.266	-0.166
O	6.985	5.506	33.161	0.287	-0.161	-0.091
O	3.545	8.42	32.893	-0.058	0.009	-0.03
O	1.715	11.234	32.966	0.253	-0.087	-0.341
O	3.583	11.537	27.922	0.15	0.134	0.009
O	3.618	13.155	32.859	0.388	-0.086	-0.271
O	7.531	16.492	30.959	-0.061	0.19	-0.124
O	5.931	0.298	32.994	-0.216	0.08	0.172
O	10.718	1.64	33.938	-0.059	0.036	-0.082
O	8.11	3.204	26.868	0.223	-0.027	0.021
O	4.853	0.631	26.073	-0.237	-0.312	0.103
O	9.505	3.752	32.996	-0.291	0.136	0.056
O	9.79	5.655	31.11	0.15	0.047	0.167
O	9.355	7.919	32.533	0.213	0.176	0.02
O	7.958	9.733	33.783	-0.077	-0.075	0.103
O	6.238	11.167	32.466	0.082	-0.054	-0.011
O	10.176	13.808	33.193	0.209	0.018	0.051
O	8.029	15.296	33.84	0.02	-0.018	-0.159
O	16.334	2.024	30.84	0.3	0.013	-0.011
O	12.32	16.094	33.216	-0.182	-0.48	0.068
O	1.145	0.979	32.935	0.015	0.081	-0.013
O	15.08	2.77	32.993	0.006	-0.048	0.059
O	13.437	4.429	34.054	-0.077	-0.19	0.251
O	11.407	5.692	33.106	-0.164	-0.055	0.269
O	0.813	6.634	29.275	0.023	0.008	-0.071
O	15.18	8.208	32.981	0.018	0.021	-0.189
O	11.139	11.308	33.272	-0.193	0.083	-0.13
O	13.369	9.894	33.836	-0.05	-0.047	-0.155
O	14.39	14.496	32.846	0.193	0.289	-0.15
O	16.036	12.625	33.846	0.097	-0.071	-0.004
O	2.617	3.24	20.893	-0.02	-0.115	0
O	7.147	5.343	25.564	-0.131	0.009	0.051
O	2.075	14.803	21.618	0.358	0.038	-0.1
O	3.846	15.869	23.252	0.075	-0.124	-0.064
O	16.759	10.847	20.977	-0.019	0.065	-0.131
O	1.966	9.126	22.06	-0.069	0.079	0.13
O	4.167	7.842	21.562	0.113	0.13	0.022
O	4.168	9.772	23.446	-0.097	-0.104	-0.181
O	4.378	12.237	22.573	0.074	0.378	-0.066
O	15.183	12.345	22.234	-0.012	-0.054	0.227
O	4.33	1.758	22.04	-0.01	0.081	0.199
O	16.029	15.496	25.806	0.313	-0.305	0.014
O	7.157	4.366	22.018	-0.07	-0.105	0.1
O	5.589	5.787	20.768	0.217	-0.051	-0.116
O	10.227	0.466	21.995	-0.202	0.034	0.003
O	12.678	16.242	21.722	-0.027	0.366	-0.159
O	7.219	8.934	21.813	-0.189	0.01	0.077
O	5.827	10.895	20.934	-0.225	-0.148	0.234
O	11.218	5.591	20.643	-0.096	0.086	0.23
O	8.884	6.895	21.352	0.092	-0.208	-0.064
O	9.839	13.266	21.893	0.171	0.03	0.109
O	8.089	11.92	23.234	-0.252	-0.215	-0.201
O	11.198	11.145	21.109	-0.1	0.216	0.378
O	9.947	9.359	27.447	0.128	0.201	-0.097
O	12.828	3.738	21.822	0.242	-0.011	-0.065
O	1.945	2.722	25.798	-0.225	-0.159	-0.07
O	15.606	1.858	21.857	-0.261	0.207	0.182
O	16.574	16.32	20.528	-0.078	0.005	0.265
O	11.272	6.814	23.285	-0.033	-0.076	0.117
O	12.232	9.151	22.458	-0.008	0.257	0.205
O	0.528	5.283	21.01	-0.01	-0.026	0.316
O	15.234	7.046	22.152	-0.173	0.291	0.22
O	13.911	14.123	21.084	0.146	-0.166	-0.138
O	15.424	14.839	23.233	0.211	-0.159	-0.133
O	13.121	13.511	23.589	-0.056	-0.027	0.035
O	16.309	13.874	29.385	0.102	-0.245	0.358
O	15.829	1.255	24.416	-0.07	-0.054	-0.086
O	5.764	16.147	21.337	-0.24	0.315	-0.164
O	5.954	2.899	25.386	-0.239	0.024	0.261
O	2.384	0.499	27.082	-0.088	-0.113	-0.065
O	3.08	7.459	23.902	-0.099	-0.237	-0.082
O	8.756	14.32	24.209	-0.071	0.079	-0.065
O	14.857	8.526	24.425	-0.3	0.117	-0.002
O	1.497	0.717	22.835	-0.106	-0.111	0.117
O	15.524	10.759	25.646	-0.153	0.018	-0.304
O	16.187	13.05	24.895	0.009	-0.097	-0.214
O	2.519	14.734	29.66	-0.012	0.078	-0.01
O	8.698	2.436	21.562	-0.102	0.013	-0.096
O	12.089	1.755	23.464	-0.097	0.002	0.036
O	7.835	7.165	23.728	-0.165	0.001	-0.179
O	6.037	11.216	24.625	0.011	-0.091	0.164
O	9.659	8.927	22.714	-0.042	0.084	0.048
O	8.561	7.608	26.222	-0.009	0.02	0.105
O	1.582	14.851	24.192	0.292	-0.29	0.024
O	8.293	12.337	25.806	0.055	0.141	0.078
O	10.902	13.172	25.02	0.238	0.064	0.174
O	9.528	14.226	26.982	-0.061	-0.002	-0.065
O	13.951	0.645	26.267	0.119	-0.172	0.054
O	12.88	14.608	26.008	-0.065	-0.201	-0.055
O	0.91	3.202	23.39	0.083	0.136	-0.104
O	16.332	1.464	27.036	0.134	-0.25	0.117
O	14.165	3.345	24.097	0.37	-0.162	-0.276
O	11.486	15.615	24.008	-0.242	0.134	-0.049
O	2.279	5.078	24.73	-0.079	-0.034	0.199
O	14.495	5.944	24.478	-0.323	0.069	-0.078
O	15.216	12.688	27.369	-0.159	-0.147	-0.015
O	13.645	13.091	29.421	0.065	-0.007	0.002
O	1.795	2.755	28.46	0.039	-0.275	0.077
O	3.569	11.795	25.17	-0.108	0.285	-0.025
O	6.105	0.734	23.76	0.172	-0.116	-0.042
O	8.387	9.92	25.146	-0.294	-0.224	-0.375
O	3.2	7.776	30.35	0.23	-0.221	0.105
O	1.733	8.897	28.588	-0.056	0.293	-0.133
O	2.433	9.731	26.25	0.09	-0.092	0.086
O	9.998	0.427	29.712	0.218	0.137	0.117
O	7.415	14.224	21.938	-0.108	-0.01	0.039
O	11.494	3.688	31.257	0.068	-0.217	-0.02
O	11.808	4.33	24.207	0.083	0.186	-0.143
O	9.681	5.64	25.028	-0.09	-0.227	0.171
O	10.813	8.799	24.996	0.201	0.092	0.111
O	10.372	10.374	29.814	0.24	0.244	-0.083
O	12.112	8.649	28.857	0.062	0.254	-0.145
O	8.863	12.295	28.859	-0.36	0.055	-0.198
O	7.769	10.291	30.416	0.078	-0.023	-0.028
O	8.446	14.819	29.236	-0.007	-0.039	0.016
O	11.027	13.859	29.14	0.065	-0.025	-0.295
O	11.97	16.259	27.883	0.108	-0.257	0.109
O	14.704	7.863	29.069	0.036	0.098	-0.109
O	13.05	6.639	27.423	0.255	0.036	-0.224
O	17.166	8.336	31.212	0.212	-0.091	0.193
O	16.238	4.278	25.539	-0.136	-0.174	-0.188
O	16.392	8.531	26.646	-0.005	0.044	0.19
O	16.941	15.877	30.898	-0.322	-0.01	0.198
O	14.391	15.183	28.082	-0.137	0.334	0.114
O	1.32	12.037	26.728	-0.122	-0.086	0.389
O	4.459	15.505	28.098	-0.182	-0.239	-0.243
O	16.948	6.962	24.178	-0.113	0.249	-0.033
O	13.793	4.292	26.524	-0.111	-0.294	0.115
O	6.207	4.308	30.986	0.16	-0.059	-0.099
O	2.138	7.158	26.379	-0.199	0.106	-0.025
O	3.028	11.653	30.638	0.06	0.163	0.184
O	5.58	8.886	31.264	0.214	-0.11	-0.084
O	3.721	3.593	30.275	0.022	-0.054	-0.022
O	9.969	1.367	27.223	0.153	-0.242	-0.068
O	8.215	3.247	24.174	0.214	-0.06	0.028
O	11.815	2.153	29.083	0.171	0.004	-0.043
O	7.72	0.995	28.52	-0.069	0.087	0.229
O	4.953	6.425	31.645	-0.066	-0.169	-0.053
O	7.5	6.764	30.881	-0.041	0.008	-0.319
O	9.787	4.602	22.61	-0.048	0.095	-0.185
O	7.565	0.827	25.926	0.088	-0.27	-0.332
O	4.74	13.36	29.508	0.275	0.08	0.081
O	4.915	15.666	30.74	-0.019	0.108	0.126
O	9.314	12.105	31.48	-0.112	0.211	0.167
O	5.394	10.938	29.783	0.005	0.077	0.111
O	2.461	1.305	30.579	0.251	-0.294	-0.117
O	13.885	2.904	30.56	0.143	0.456	-0.064
O	13.83	9.105	26.859	-0.292	0.075	-0.214
O	9.68	7.879	29.776	-0.112	-0.282	0.137
O	12.558	4.58	28.956	-0.001	-0.13	-0.226
O	15.057	5.287	28.614	0.062	-0.086	0.137
O	12.764	15.179	30.774	0.118	0.101	-0.159
O	11.909	12.801	31.377	0.124	-0.266	0.277
O	15.383	6.35	31.113	-0.237	-0.077	0.104
O	4.189	1.699	28.497	0.095	0.161	-0.119
O	14.349	0.565	31.789	0.439	-0.082	0.107

Results
total energy: -108577.942 eV
total energy less fixed offsets of O -438.25, Si -107.07 eV per atom: 0.128 eV
